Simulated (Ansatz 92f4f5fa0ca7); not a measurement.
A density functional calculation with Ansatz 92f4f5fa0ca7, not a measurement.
Periodic cell of 228 atoms, Si133O92Al1F1H1, from a study of silicon, its oxide and their interface. The atomic structure is a simulated model.
Doubt: the cutoff is far below the 930 eV that the study's wrapper takes by default for these files, so forces and energies are approximate.

Settings
functional: PBE
potential files: Ansatz PAW
basis: plane waves
wave-function cutoff: 580 eV
density cutoff ratio: 5
exchange-correlation grid ratio: 1
k mesh: 1 x 1 x 1, Gamma-centred
self-consistency stop: 5e-08 eV per atom in the density residual
occupations: fixed
spin: none
net charge: -1 e, with a uniform compensating background and no finite-size correction

Cell vectors (angstrom)
a	10.938	0	0
b	0	10.938	0
c	0	0	32.314

Atoms and the computed forces on them: element, x, y, z (angstrom), force x, y, z (eV/angstrom)
Si	0.3678	-0.5343	24.9874	0.125	-0.1629	0.002
Si	5.7404	-0.1553	24.9966	0.0889	0.0657	0.4509
Si	2.8091	2.4793	24.6792	-0.1399	0.1458	0.2213
Si	7.9929	2.8181	24.5934	0.0291	-0.031	-0.0292
Si	-0.1293	5.73	24.6388	0.2039	-0.1324	0.0035
Si	5.7118	4.9376	24.6802	0.0131	0.1545	0.1477
Si	2.7706	8.4016	24.7852	-0.1104	0.2454	0.1268
Si	7.9992	8.4846	24.9738	-0.2145	-0.1714	0.3102
Si	1.32	1.3405	26.1409	-0.031	-0.0035	-0.3109
Si	6.9336	1.4416	26.2266	0.0233	-0.1474	-0.3224
Si	4.1819	3.8677	26.1075	-0.1305	0.0473	-0.2379
Si	9.5131	4.1678	25.9798	0.0825	-0.0881	-0.2169
Si	1.5353	6.733	26.0319	-0.0459	0.071	-0.1642
Si	6.8111	6.6863	26.0535	-0.0177	0.0483	-0.3886
Si	4.0746	9.6403	26.2691	0.1874	0.035	-0.4114
Si	9.6939	9.3763	26.351	0.0592	0.1223	-0.2623
Si	2.7012	0.0518	27.5732	-0.0113	0.0804	-0.0299
Si	8.2891	-0.0217	27.5191	-0.0009	-0.0643	0.2901
Si	-0.0523	2.7672	27.4511	-0.015	0.0729	-0.0108
Si	5.5105	2.6861	27.5886	0.1066	-0.0657	0.0289
Si	2.8231	5.3611	27.4517	0.0792	-0.0125	0.1259
Si	8.2083	5.4439	27.5053	-0.1406	0.0365	-0.1432
Si	0.1499	8.0298	27.5734	0.038	-0.1538	0.0511
Si	5.4662	8.1474	27.4716	0.098	0.0156	0.2257
Si	4.1018	1.3673	28.8957	0.0457	-0.1097	0.4941
Si	9.5708	1.3673	28.8957	0.0924	0.2386	-0.0795
Si	1.3673	4.1018	28.8957	-0.0276	-0.1064	-0.5872
Si	6.8362	4.1018	28.8957	0.0944	0.1212	0.1943
Si	4.1018	6.8362	28.8957	0.0493	-0.3152	-0.3584
Si	9.5708	6.8362	28.8957	0.2157	-0.5394	0.1094
Si	1.3673	9.5708	28.8957	0.0657	-0.1632	0.1814
Si	6.8362	9.5708	28.8957	0.0819	-0.1997	-0.5019
Si	0	0	30.263	-0.0261	0.0273	-0.0355
Si	5.469	0	30.263	-0.1117	-0.0323	-0.0048
Si	2.7345	2.7345	30.263	0.0105	-0.0102	-0.0105
Si	8.2035	2.7345	30.263	-0.0252	0.0065	0.0072
Si	0	5.469	30.263	-0.1805	-0.0048	0.0243
Si	5.469	5.469	30.263	0.0056	0.0462	-0.0053
Si	2.7345	8.2035	30.263	-0.0185	0.0658	-0.0091
Si	8.2035	8.2035	30.263	-0.0117	0.1274	-0.0656
Si	1.3673	1.3673	31.6302	0.0563	-0.0643	-0.0094
Si	6.8362	1.3673	31.6302	0.0709	0.0185	-0.0418
Si	4.1018	4.1018	31.6302	0.0156	0.0358	-0.0068
Si	9.5708	4.1018	31.6302	0.088	-0.0751	-0.0143
Si	1.3673	6.8362	31.6302	-0.024	-0.0123	-0.0441
Si	6.8362	6.8362	31.6302	0.0041	-0.0587	-0.0165
Si	4.1018	9.5708	31.6302	0.0882	-0.0832	-0.0119
Si	9.5708	9.5708	31.6302	-0.0041	0.0026	-0.0064
Si	2.7345	0	0.6835	-0.0189	0.0269	0.0244
Si	8.2035	0	0.6835	-0.1032	0.0437	0.0211
Si	0	2.7345	0.6835	-0.1045	0.0385	0.0191
Si	5.469	2.7345	0.6835	-0.0324	-0.0463	0.0067
Si	2.7345	5.469	0.6835	-0.0344	0.0707	0.0097
Si	8.2035	5.469	0.6835	0.003	0.0274	0.0118
Si	0	8.2035	0.6835	0.0164	0.0075	0.0098
Si	5.469	8.2035	0.6835	-0.015	0.0809	0.0339
Si	4.1018	1.3673	2.0507	0.0502	0.0351	0.0084
Si	9.5708	1.3673	2.0507	0.0918	-0.0515	0.028
Si	1.3673	4.1018	2.0507	0.0339	-0.05	0.0167
Si	6.8362	4.1018	2.0507	0.0368	0.0227	0.0063
Si	4.1018	6.8362	2.0507	0.0329	-0.1358	-0.0029
Si	9.5708	6.8362	2.0507	0.0234	0.0261	0.0178
Si	1.3673	9.5708	2.0507	-0.0331	-0.0316	0.0127
Si	6.8362	9.5708	2.0507	0.1159	-0.0453	-0.0023
Si	0	0	3.418	-0.0185	0.0657	-0.0566
Si	5.469	0	3.418	-0.1928	0.121	0.3366
Si	2.7345	2.7345	3.418	0.0147	-0.017	-0.0867
Si	8.2035	2.7345	3.418	-0.1491	0.0837	0.247
Si	0	5.469	3.418	0.064	0.1864	0.1265
Si	5.469	5.469	3.418	-0.3142	-0.0299	-0.3217
Si	2.7345	8.2035	3.418	-0.1445	0.1805	0.3869
Si	8.2035	8.2035	3.418	0.0554	0.4484	-0.4543
Si	1.3763	1.3648	4.7837	-0.0049	-0.0029	-0.0255
Si	6.784	1.4116	4.8252	-0.0521	0.031	-0.0354
Si	4.0643	4.1335	4.7825	0.0319	-0.0365	0.0541
Si	9.5569	4.1396	4.7886	-0.0327	-0.0168	-0.0672
Si	1.3329	6.8739	4.833	-0.063	0.0261	0.0193
Si	6.757	6.9326	4.6869	0.0103	-0.0269	-0.1727
Si	4.0405	9.6318	4.8454	-0.0867	0.0676	-0.104
Si	9.526	9.6242	4.7789	-0.0415	0.0419	0.0285
Si	2.673	0.0488	6.3065	-0.1275	-0.0107	0.1541
Si	8.1766	0.0866	6.1845	-0.0081	-0.0229	0.2644
Si	0.0465	2.7796	6.1083	0.0102	-0.0042	0.0905
Si	5.3753	2.7609	6.2151	-0.0084	0.0055	0.2833
Si	2.7311	5.5144	6.1891	0.0936	-0.0187	0.0918
Si	8.1157	5.6051	5.9775	0.0342	-0.0298	0.2114
Si	-0.0719	8.2877	6.1825	-0.079	-0.0635	0.2206
Si	5.4615	8.2738	6.1139	0.0946	0.0336	0.1384
Si	3.7629	1.6705	7.6942	-0.1333	0.1858	0.4551
Si	9.8054	1.2797	7.4686	0.1224	0.0407	0.6464
Si	1.5579	3.9423	7.5158	-0.0309	0.0091	0.6837
Si	6.5847	4.4779	7.3209	0.0939	0.014	0.5324
Si	4.3989	6.6672	7.4382	-0.1226	-0.0616	0.6357
Si	9.1214	7.1965	7.399	0.1292	-0.0741	0.452
Si	0.9711	9.883	7.6191	-0.0246	-0.0829	0.605
Si	6.9691	9.4503	7.5144	0.0848	0.0136	0.392
O	5.471	5.5212	7.9929	0.0452	0.0064	-0.692
O	-0.1494	0.0831	8.0526	0.0002	-0.0063	-0.6743
O	2.6515	2.8362	8.158	0.0324	0.0053	-0.7567
O	8.0731	8.3261	8.0498	0.0354	-0.0525	-0.6244
O	1.5489	9.4351	24.2438	-0.1032	0.0539	0.4213
O	6.8425	3.8904	23.9835	-0.06	0.0985	0.4809
O	6.8314	9.5944	25.2017	0.1575	-0.1733	-0.2013
O	0.2179	4.8648	23.2737	-0.0182	0.0627	0.2181
O	6.236	10.0339	8.8925	0.0709	-0.1408	-0.3958
O	0.696	4.7396	8.6719	0.2069	-0.1757	-0.6995
O	1.389	9.2273	9.0722	-0.0223	0.1713	-0.8026
O	7.5245	4.072	8.6102	-0.1716	0.0905	-0.4646
O	9.5833	6.392	8.7438	-0.2019	0.2326	-0.4928
O	4.346	0.9876	9.1132	0.0199	0.0414	-0.4855
O	3.9105	7.4291	8.8274	0.1485	-0.0164	-0.8105
O	9.3769	2.1407	8.8272	-0.1165	-0.1601	-0.6182
O	5.7061	0.1706	23.3629	-0.051	0.044	0.1761
O	8.5241	1.8662	23.2947	0.042	0.1245	0.1719
O	10.2281	7.1172	23.9138	0.1089	-0.1814	0.1456
O	4.7023	5.4511	23.4585	0.1056	-0.0936	0.1154
O	8.2247	8.572	23.3362	0.0094	-0.0158	0.1602
O	2.358	3.4242	23.376	0.026	-0.0589	0.2308
O	3.8616	7.9372	23.5956	-0.1714	0.0241	0.087
O	10.21	-0.138	23.8323	-0.1225	0.0946	-0.2709
Si	6.4555	12.221	15.6124	-0.2311	-0.0229	-0.5092
Si	-2.6744	7.9866	14.0958	0.2093	-0.1121	-0.3455
Si	7.4734	4.1021	16.7431	0.1537	-0.081	-0.4272
Si	-0.4094	3.7008	19.9265	-0.1608	0.0412	-0.4335
Si	14.3309	2.2753	13.2455	-2.5982	0.0768	-1.0807
Si	3.1131	3.8106	18.0304	0.0428	-0.1386	-0.3982
Si	3.6683	7.4308	15.0156	-0.2266	-0.0696	-0.3652
Si	4.3473	0.7448	22.6657	0.0034	0.0109	-0.2937
Si	1.2828	6.0107	14.0142	0.1062	-0.5871	-0.6851
Si	4.3618	-0.7342	20.215	0.0705	-0.0146	-0.4212
Si	4.7666	2.2076	20.1188	0.0328	-0.0284	-0.3632
Si	7.9732	2.7429	9.4159	0.383	0.196	1.0646
Si	9.3765	3.8065	11.7659	2.0996	-2.1934	0.6398
Si	10.759	5.7299	9.6252	0.0994	-0.5898	1.0391
Si	2.8772	4.5356	11.6432	-1.4092	-2.0202	-0.715
Si	5.6002	8.0144	12.7148	-0.0593	0.0123	-0.0758
Si	9.9031	1.0791	22.8077	-0.0295	-0.0184	-0.0275
Si	1.2921	8.4224	10.4716	-0.0205	0.1626	0.5864
Si	9.9577	-1.0554	20.5476	-0.1651	-0.24	-0.473
Si	3.467	1.5885	16.0316	-0.098	0.3695	-1.0183
Si	7.2502	6.4938	21.0591	0.0412	-0.0845	-0.5053
Si	16.5274	0.2425	12.7962	-0.8801	0.3705	0.2587
Si	0.0639	-2.0699	13.1556	0.1408	0.0214	-0.1385
Si	9.4461	5.1059	14.5942	0.1922	-0.431	-0.9518
Al	-9.885	2.3126	11.5504	-0.038	-0.7509	-0.5829
Si	3.5067	7.319	19.7349	0.0459	0.1206	-0.4743
Si	1.8302	9.9026	15.4546	0.0126	0.2372	-0.6347
Si	0.8605	6.037	18.6184	0.0608	-0.0202	-0.213
Si	7.5544	3.649	19.8282	-0.0925	-0.0477	-0.3045
Si	7.9158	-1.2512	16.6359	-0.0703	0.0048	-0.307
Si	0.8945	3.526	22.6641	-0.0426	0.0735	-0.2044
Si	5.0664	5.9842	17.3055	-0.0807	-0.0232	-0.3546
Si	7.1439	9.0875	19.4724	0.0387	0.0519	-0.3627
Si	3.9218	7.2022	10.4326	-0.1709	-0.7364	0.7696
Si	9.3927	7.6861	22.6296	-0.0109	0.0139	-0.3037
Si	4.5985	6.8415	22.6122	-0.0647	0.0018	-0.1202
Si	5.8302	0.4981	9.6386	0.0484	0.208	0.3691
Si	10.8643	-2.0522	17.7635	0.0487	0.0262	-0.4128
O	10.0657	0.4023	21.3062	-0.0447	0.2639	0.3326
O	4.4842	7.2281	13.6186	0.0429	0.0453	0.0955
O	11.0843	2.1531	23.076	0.0078	-0.0118	0.0717
O	6.9258	-1.6834	17.8675	0.0001	-0.0353	0.1751
O	3.5374	8.9617	19.5439	0.0116	0.0099	0.1669
O	0.0934	7.2239	17.7508	-0.0251	-0.06	0.2078
O	8.0987	3.1587	10.9933	-0.8321	-0.0924	-0.9678
O	4.5285	2.0759	21.7346	-0.0007	-0.0519	0.1823
O	1.8293	3.5645	10.8347	2.706	4.0574	-1.2237
O	13.3234	0.4646	15.6348	-0.0066	-0.1942	0.3292
O	5.9029	-1.2405	20.3103	-0.0822	0.0316	0.2015
O	1.9966	5.2688	12.7831	-0.153	0.6846	0.628
O	2.7976	8.1993	11.0755	0.018	0.1093	-0.1759
O	3.9694	3.5293	12.3511	0.6388	0.2336	0.2172
O	16.4337	-1.3457	13.0814	0.1196	-0.1444	-0.0282
O	3.7123	6.7923	21.2566	0.0261	-0.052	0.2436
O	1.8096	2.014	12.9571	3.2476	-0.3591	3.7667
O	-14.3146	8.8005	15.3175	-0.0443	0.1054	0.2553
F	-9.8078	1.0594	10.5737	0.2621	-2.9041	-2.409
O	3.7448	-0.4491	21.7093	0.0112	0.1169	0.238
O	3.1046	8.9458	15.1252	0.0454	-0.0573	0.121
O	11.7052	-1.0482	14.2137	0.055	-0.0534	0.2138
O	6.4672	11.9277	13.977	0.2217	0.0151	0.2696
O	3.4292	1.1212	23.9553	-0.0709	0.0276	0.0485
O	4.0922	-10.0707	12.8705	0.9965	-0.6322	0.034
O	6.1345	7.0844	22.0959	-0.1262	0.1343	0.2389
O	-12.4921	8.9268	13.363	-0.1598	-0.0277	0.0816
O	-0.8757	4.992	10.8961	-0.0214	0.8722	-0.7982
O	7.912	3.6976	18.2478	0.0025	0.0118	0.2585
O	6.3706	2.5205	19.9557	-0.0337	-0.0235	0.0938
O	14.5347	2.6651	14.8046	0.4568	-0.0977	1.0764
O	4.3796	11.6718	19.4495	-0.029	-0.039	0.1453
O	7.1173	7.5321	13.0358	0.0161	0.0323	0.0801
O	-2.2422	6.4416	21.8226	0.0674	0.1206	0.1413
O	-2.1021	4.3827	15.9038	-0.2346	-0.0368	0.4468
O	1.9788	6.8865	19.43	0.0377	-0.0411	0.1102
O	2.4228	6.3729	15.1202	0.2124	0.2163	0.3097
O	13.7462	2.385	17.2983	-0.0582	0.2343	0.3816
O	9.4585	-1.5809	17.064	0.0875	-0.0246	0.1442
O	6.8544	1.6296	9.1134	-0.1092	-0.0935	-0.2614
O	4.6779	7.1383	16.2417	0.1638	-0.0619	0.3109
O	19.9097	6.6481	14.6509	-0.1177	0.2465	0.2034
O	4.2028	4.615	17.1453	0.01	0.0081	0.1093
O	-1.9191	3.3888	20.542	0.1704	-0.0396	0.1271
O	10.4517	13.5312	11.9338	-5.1274	2.0588	0.8366
O	7.3484	-3.4326	19.7815	-0.0005	-0.1192	0.2186
O	0.4112	9.2192	11.5977	-0.0071	-0.2112	-0.0642
O	0.751	6.9111	10.223	-0.0724	0.0696	-0.2623
O	4.6599	6.6245	18.7777	-0.0674	0.0484	0.2269
O	15.9014	11.8871	16.2444	0.1905	-0.1154	0.2867
O	3.6248	5.6102	10.7037	0.4774	0.9466	-0.3857
O	6.5853	5.4839	16.9411	-0.1074	0.035	0.1481
O	10.2206	-2.2993	21.593	-0.0078	-0.1024	0.2212
O	1.746	4.7369	18.0365	-0.0407	-0.0016	0.1538
O	7.5995	11.262	16.2965	0.0846	-0.082	0.1728
O	8.9272	4.3686	13.2262	-0.3357	0.6103	0.609
O	0.0089	9.5733	19.2642	-0.0381	0.0848	0.3038
O	3.8086	14.3233	19.475	0.0238	-0.0443	0.2091
O	5.3222	18.5695	11.1524	0.116	0.1571	-0.0591
O	6.9136	5.0148	20.4651	0.0046	0.1223	0.1769
O	1.1393	-1.4821	16.8536	-0.153	-0.1124	0.3819
O	0.1436	5.0489	14.6767	-0.1143	0.1781	0.2708
O	0.5918	-3.5755	13.4616	-0.0714	0.1818	0.0401
O	8.4468	9.9079	19.9536	0.1386	0.0401	0.2103
O	6.0744	0.4263	11.2525	0.0611	-0.1093	-0.6208
O	6.7387	2.8562	15.9701	0.0532	0.0931	0.1699
O	0.7972	3.611	21.0434	0.0975	-0.0438	0.3213
O	10.5901	5.276	19.4156	0.0187	-0.0565	0.0761
O	-0.1814	2.5711	18.773	-0.0297	0.0907	0.1284
H	0.5144	2.7048	18.1099	-0.0364	-0.0263	-0.0174

Results
free energy: -140121.463 eV
free energy less fixed offsets of Al -1619.15, F -1619.15, H -15.97, O -568.88, Si -635.61 eV per atom: 5.897 eV

The program warned: the cutoff lies below the one the program advises for these potential files; the exchange-correlation potential is rough where the density is thin.
